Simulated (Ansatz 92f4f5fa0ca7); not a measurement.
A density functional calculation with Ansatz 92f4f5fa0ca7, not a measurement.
Periodic cell of 215 atoms, Si133O82, from a study of silicon, its oxide and their interface. The atomic structure is a simulated model.
Doubt: the cutoff is far below the 930 eV that the study's wrapper takes by default for these files, so forces and energies are approximate.
This geometry differs little from another in the collection (a relaxation step or a small displacement).

Settings: functional PBE; potential files Ansatz PAW; basis plane waves; wave-function cutoff 580 eV; density cutoff ratio 5; exchange-correlation grid ratio 1; k mesh 1 x 1 x 1, Gamma-centred; self-consistency stop 5e-08 eV per atom in the density residual; occupations fixed; spin none; net charge 0.

Cell vectors (angstrom)
a  10.938  0  0
b  0  10.938  0
c  0  0  31.9542

Atoms and the computed forces on them: element, x, y, z (angstrom), force x, y, z (eV/angstrom)
Si  0.4478  -0.4508  24.6117  -0.03  0.0167  -0.0109
Si  5.8308  -0.5593  24.599  -0.026  0.0177  -0.0102
Si  2.0071  3.3279  24.5956  0.018  -0.0109  -0.0091
Si  7.8116  3.0469  24.5635  0.0051  -0.0016  -0.004
Si  0.2915  5.0951  24.6827  -0.0163  0.0132  -0.0016
Si  5.9704  4.7726  24.4385  -0.0014  -0.0029  0.0047
Si  2.2278  8.8294  24.6049  0.0109  -0.0251  -0.021
Si  7.526  8.6524  24.4647  0.0249  -0.0227  -0.0246
Si  1.3111  1.3996  25.8313  0.0049  -0.0082  0.0055
Si  6.7675  1.3217  25.772  0.005  -0.0068  0.0121
Si  4.0478  4.0634  25.7046  0.0069  -0.0045  0.0061
Si  9.4964  4.0755  25.897  0.0051  0.0078  -0.0015
Si  1.3693  6.8854  25.7561  0  0.0027  0.0094
Si  6.7594  6.7401  25.6773  0.0058  -0.0022  0.0027
Si  4.0538  9.5664  25.8991  0.0049  0.0067  0.0131
Si  9.4712  9.5323  25.6554  0.0107  0.0071  0.0122
Si  2.7322  0.0701  27.2011  0.0039  0.0079  0.0188
Si  8.2141  0.0096  27.1291  0.0081  0.0039  0.0022
Si  -0.0494  2.7188  27.2194  -0.0048  -0.0033  0.0218
Si  5.4051  2.7092  27.1452  0.0021  0.0012  0.009
Si  2.7708  5.5104  27.1287  -0.0073  0.0092  0.0085
Si  8.1753  5.526  27.1726  -0.0029  -0.0009  0.014
Si  -0.0589  8.211  27.1214  -0.0061  -0.0019  0.0064
Si  5.4473  8.1297  27.1573  -0.0109  -0.003  0.0182
Si  4.1018  1.3673  28.5359  0.0321  0.1635  0.5972
Si  9.5708  1.3673  28.5359  -0.2611  -0.3053  0.4192
Si  1.3673  4.1018  28.5359  0.1348  0.1799  -0.2888
Si  6.8362  4.1018  28.5359  -0.2938  -0.0128  -0.3075
Si  4.1018  6.8362  28.5359  -0.0311  -0.1766  0.428
Si  9.5708  6.8362  28.5359  -0.0293  0.1481  0.1439
Si  1.3673  9.5708  28.5359  -0.2708  0.1113  -0.3204
Si  6.8362  9.5708  28.5359  0.0604  -0.2126  -0.4314
Si  0  0  29.9032  -0.054  -0.0473  0.0275
Si  5.469  0  29.9032  -0.0695  0.0159  -0.0333
Si  2.7345  2.7345  29.9032  0.0885  0.0073  0.022
Si  8.2035  2.7345  29.9032  -0.0282  -0.0962  -0.0453
Si  0  5.469  29.9032  0.0252  0.0121  -0.0375
Si  5.469  5.469  29.9032  -0.0904  -0.0571  0.0333
Si  2.7345  8.2035  29.9032  0.0122  -0.0786  -0.054
Si  8.2035  8.2035  29.9032  0.0441  0.0079  0.0153
Si  1.3673  1.3673  31.2704  0.001  0.049  -0.0367
Si  6.8362  1.3673  31.2704  0.0351  0.041  -0.0197
Si  4.1018  4.1018  31.2704  -0.0204  0.0062  -0.0173
Si  9.5708  4.1018  31.2704  -0.0118  -0.0101  -0.0345
Si  1.3673  6.8362  31.2704  -0.0102  0.0503  -0.0223
Si  6.8362  6.8362  31.2704  0.0031  0.0025  -0.034
Si  4.1018  9.5708  31.2704  -0.026  0.0007  -0.0296
Si  9.5708  9.5708  31.2704  0.0017  0.0119  -0.0073
Si  2.7345  0  0.6835  0.012  0.0119  0.0235
Si  8.2035  0  0.6835  0.0144  -0.0176  0.0253
Si  0  2.7345  0.6835  0.008  -0.0258  0.0168
Si  5.469  2.7345  0.6835  -0.0642  -0.0093  0.0137
Si  2.7345  5.469  0.6835  0.0134  -0.0218  0.0199
Si  8.2035  5.469  0.6835  0.0235  -0.003  0.0215
Si  0  8.2035  0.6835  0.0056  -0.0342  0.0185
Si  5.469  8.2035  0.6835  0.0166  -0.0417  0.0183
Si  4.1018  1.3673  2.0507  -0.0068  0.0779  0.017
Si  9.5708  1.3673  2.0507  0.0062  0.1019  0.0229
Si  1.3673  4.1018  2.0507  0.0194  -0.0162  -0.0032
Si  6.8362  4.1018  2.0507  0.0276  -0.0432  -0.0126
Si  4.1018  6.8362  2.0507  -0.0048  0.0856  0.0207
Si  9.5708  6.8362  2.0507  -0.007  0.0334  0.0103
Si  1.3673  9.5708  2.0507  0.0204  -0.0166  -0.0042
Si  6.8362  9.5708  2.0507  0.0226  0.0171  0.0005
Si  0  0  3.418  0.0435  -0.1636  0.3809
Si  5.469  0  3.418  0.1751  -0.0518  0.3445
Si  2.7345  2.7345  3.418  -0.0375  -0.0286  -0.6648
Si  8.2035  2.7345  3.418  -0.0786  -0.0672  -0.4057
Si  0  5.469  3.418  -0.0058  -0.0428  0.216
Si  5.469  5.469  3.418  0.2389  0.1025  0.3356
Si  2.7345  8.2035  3.418  0.2481  0.258  -0.3475
Si  8.2035  8.2035  3.418  0.0703  0.1164  -0.3239
Si  1.4337  1.3696  4.7705  0.0045  0.0103  -0.0178
Si  6.9146  1.3522  4.8074  0.0039  0.0031  -0.0065
Si  4.1002  4.0477  4.749  -0.0085  -0.0127  -0.018
Si  9.5257  4.0817  4.7766  -0.0034  -0.0106  -0.0129
Si  1.409  6.8693  4.7583  0.0086  0.0075  -0.0193
Si  6.8879  6.8918  4.8196  0.0066  0.0075  -0.0187
Si  4.1067  9.5522  4.8171  -0.0035  -0.0082  -0.0045
Si  9.5451  9.5327  4.8258  0.0034  -0.0094  -0.0165
Si  2.8425  0.0711  6.2027  -0.0049  -0.0069  -0.0008
Si  8.2568  -0.0089  6.2875  -0.0001  0.004  -0.0052
Si  -0.0054  2.6968  6.0752  -0.0035  0.001  -0.0017
Si  5.5158  2.7342  6.1167  0.0018  0.0017  0.0039
Si  2.8131  5.4999  6.071  -0.0033  -0.0022  -0.0009
Si  8.284  5.5323  6.2005  -0.0105  -0.0065  0
Si  0.0682  8.2162  6.1734  -0.0044  0.0023  0.004
Si  5.544  8.2814  6.241  -0.0064  -0.0029  -0.0075
Si  4.7035  0.9732  7.5223  0.0061  -0.0087  0.0037
Si  10.1772  0.875  7.4533  -0.0084  0.0097  0.0218
Si  0.9871  4.5127  7.1844  0.0127  -0.012  0.0118
Si  6.3847  4.6105  7.2845  0.009  -0.0033  0.0025
Si  4.6006  6.4212  7.3617  -0.0018  0.0086  0.0134
Si  10.2521  6.3196  7.4189  -0.0046  0.012  0.0151
Si  1.0378  10.0418  7.3832  0.0098  -0.007  0.0143
Si  6.4451  10.0651  7.6465  0  0.0053  0.0377
O  10.252  6.6271  9.0565  0.0041  0.0007  -0.0024
O  1.6043  9.5664  8.882  0.0008  0.0039  -0.0071
O  6.8065  9.6539  9.2437  -0.004  0.0036  -0.0273
O  4.4374  1.592  9.0491  -0.002  0.0011  0.0027
O  9.8886  1.2938  9.0444  0.0023  -0.0054  -0.02
O  1.456  3.8506  8.6148  0.0015  0.0067  0.0263
O  4.1027  6.8891  8.9024  0.0002  -0.0062  -0.007
O  6.8018  4.0338  8.7836  0.0015  0.0071  0.0012
O  10.6133  5.6086  23.2208  -0.0012  -0.0009  0.0091
O  8.4455  2.374  23.1647  -0.0044  0.0024  0.0079
O  5.6121  4.9333  22.8302  -0.0024  -0.0001  -0.0043
O  11.4689  -0.1853  22.9451  -0.0034  -0.0088  0.0198
O  7.3569  8.4908  22.7841  0.0029  0.0054  0.0272
O  2.5829  9.0882  22.9616  -0.0052  -0.0015  0.024
O  1.9415  3.1088  22.9536  -0.0085  0.0086  0.0043
O  5.4567  10.3132  22.9578  0.0039  0.0004  0.0165
Si  4.2697  7.2429  20.2155  -0.0009  -0.0003  0.0046
Si  13.4782  9.537  19.3172  -0.0041  0.0085  0.009
Si  1.7606  10.0749  10.4217  -0.0053  -0.0072  -0.0003
Si  12.8849  10.397  22.1718  0.0102  0.007  -0.0322
Si  11.4924  -0.0531  17.5034  -0.0059  -0.0017  -0.0002
Si  2.0001  3.8847  10.1253  -0.022  0.0007  -0.0095
Si  6.9735  4.6533  10.2702  0.0042  -0.002  0.0033
Si  7.7011  9.4352  10.6115  0.002  -0.0035  0.0106
Si  2.2875  6.3238  14.3643  0.0041  -0.0131  -0.0088
Si  5.867  8.668  13.1674  0.0039  -0.0053  -0.0049
Si  11.2036  2.1144  19.8342  0.0075  -0.0016  -0.0026
Si  10.2423  13.4155  13.1256  -0.0007  -0.0024  -0.0043
Si  8.8186  9.719  17.9739  0.0037  -0.0019  -0.0004
Si  9.3906  6.6874  10.4385  -0.0065  -0.0111  0.0061
Si  2.6945  2.3512  21.7286  0.0048  -0.0096  -0.0145
Si  0.1435  4.9356  19.1541  0.0039  0.0047  -0.0001
Si  -4.6577  5.5808  19.0213  0.0132  0.0043  -0.0016
Si  5.3513  5.6498  13.9274  0.0016  -0.0003  -0.0036
Si  11.0858  5.1663  12.3296  0.0075  -0.0007  -0.0195
Si  14.8285  2.7102  16.457  -0.0028  0.003  0.0015
Si  3.7109  1.486  10.5091  -0.0051  0.0095  0.0064
Si  7.7056  1.9305  14.7466  -0.0012  -0.001  -0.001
Si  -3.6785  11.5477  19.8512  -0.0019  -0.0006  0.0002
Si  1.3671  13.0853  15.3209  0.0068  0.0028  0.0058
Si  12.7779  4.758  16.7649  0.007  -0.0097  -0.0026
Si  9.0216  7.0085  19.5644  -0.0027  0.0036  0.005
Si  4.8369  4.6302  21.4297  -0.0014  -0.0047  -0.0213
Si  8.8455  2.6321  21.6037  0.0031  -0.0044  -0.007
Si  6.2166  -1.6319  21.8916  -0.0106  -0.0006  -0.0242
Si  6.6284  -0.7961  15.9616  0.0022  0.0006  0.0045
Si  9.9631  0.7159  10.5709  0.0064  0.0056  0.0056
Si  4.2242  6.0833  10.3184  -0.0021  0.0033  0.0078
Si  -0.8208  5.4668  21.6989  0.0022  0.0042  -0.0158
Si  5.8584  2.9216  12.3871  0.0017  0.0007  -0.0038
Si  4.7498  0.3795  18.117  -0.0066  0.0063  0.0035
Si  6.5752  4.1066  16.2139  -0.0063  -0.0121  -0.0026
Si  3.0578  8.2139  12.3912  0.0018  -0.0144  -0.0039
O  8.3768  5.425  10.4346  -0.0043  -0.001  -0.0022
O  3.8244  5.8199  14.4281  -0.0157  0.0056  -0.0009
O  3.0062  2.1906  15.1795  -0.0018  -0.0028  0.0035
O  5.4345  2.9395  16.0703  0.0018  0.0056  0.0015
O  1.7205  6.1205  15.8725  0.0014  0.002  -0.0052
O  12.6121  -1.1743  17.9497  0.0028  -0.0005  0.0031
O  0.2842  0.872  18.8097  0.0005  0.0037  0.0026
O  5.7981  5.75  10.5594  0.0032  -0.002  0.0019
O  2.936  11.7244  22.1798  0.0018  0.0027  0.0078
O  3.7724  12.536  17.6421  0.0017  -0.0034  0.0003
O  2.3017  7.8446  13.799  -0.0021  -0.0062  0.0064
O  11.6877  2.1008  13.8133  -0.0021  0.0012  0.0071
O  5.028  6.6321  18.8837  -0.0005  -0.0025  0.002
O  6.9412  10.2634  20.7974  -0.0019  -0.0031  0.0089
O  6.2928  9.3069  14.6059  -0.0014  -0.0006  0.0018
O  -0.691  1.9057  21.1511  -0.0068  0.0034  0.0061
O  6.7953  9.2208  11.9491  0.0084  0.0025  -0.0071
O  6.3142  5.3512  15.2036  -0.0008  0.0003  0.0048
O  5.9335  15.4656  20.2211  -0.0121  -0.0016  0.0164
O  10.6253  3.3796  18.9705  0.0008  -0.0008  0.0011
O  5.2118  -2.6729  21.1132  0.0063  0.0035  0.0047
O  10.0453  1.9569  11.6042  -0.0013  -0.0078  -0.0032
O  8.6447  10.7395  10.8599  -0.0034  -0.0089  0.0016
O  5.2639  4.3309  12.9658  0  -0.0037  0.0065
O  4.0751  3.1828  21.4699  0.0048  0.0097  0.0088
O  -1.933  4.2656  21.4647  -0.0005  -0.0044  0.0065
O  -3.4485  6.5561  19.4389  -0.0074  -0.0069  -0.005
O  12.6113  -0.9027  20.6109  0.0013  -0.0018  0.0142
O  8.4243  11.0578  18.8235  -0.0034  0.003  0.0024
O  5.2605  10.4724  16.8057  -0.0002  0.0002  0.002
O  5.9477  7.0268  13.2686  -0.0028  0.006  0.0069
O  13.8813  7.9888  19.6341  0.004  -0.0042  -0.0016
O  14.8692  10.3727  19.1522  -0.0005  -0.0063  -0.0003
O  6.9593  3.3699  11.27  0.0005  0.0026  0.0023
O  4.3389  9.1348  12.7953  -0.0024  0.0004  0.0039
O  12.3871  5.2068  18.262  -0.0064  0.0038  0.0045
O  6.6715  15.6534  17.7064  -0.0022  0.0057  0.0105
O  0.811  4.4725  11.0276  0.0233  -0.0041  0.0057
O  10.3164  6.509  11.7859  0.005  -0.01  0.0056
O  9.9201  5.9709  18.6703  -0.0017  -0.0018  0.0019
O  1.788  -8.5544  20.3722  -0.0004  0.0013  0.0074
O  7.3824  0.5963  15.6003  -0.0013  0.0008  0.0014
O  2.3467  2.3728  10.5841  0.0036  0.006  -0.0059
O  3.8676  5.935  21.1398  0.0044  -0.0074  0.0072
O  5.9711  1.0373  18.9572  0.0038  -0.0011  0.0027
O  1.9151  8.8302  11.4392  -0.0015  0.01  -0.004
O  -3.2497  1.9535  20.6708  0.0047  0.0052  0.0063
O  9.155  1.7394  14.0631  -0.0003  -0.0014  0.004
O  9.1755  8.5221  19.0202  -0.0031  -0.0046  -0.0006
O  0.4796  5.1676  20.74  -0.0018  -0.0034  0.0148
O  7.6243  9.2776  16.941  0.0027  0.0006  0.0022
O  10.1389  -0.8576  17.0967  -0.0016  0.0014  0.0066
O  10.0656  4.1083  13.0514  0.0057  0.0047  0.0049
O  6.5779  2.0855  13.5723  -0.0021  0.0021  0.0036
O  3.6237  6.907  11.5766  0.0024  -0.0023  -0.0043
O  3.1477  -0.031  10.6624  0.0013  0.0013  0.0022
O  9.4709  6.8709  21.1423  0.0025  -0.0052  0.0053
O  0.9704  11.7718  16.2025  -0.0014  0.0012  0.0056
O  0.384  10.8107  10.8262  0.0045  -0.0026  0.0027
O  1.3531  5.4614  13.3622  -0.0064  0.0107  0.0111
O  8.6356  8.116  10.4488  -0.0099  0.0117  -0.0002
O  4.7319  1.9558  11.6954  -0.0032  -0.0026  0.0003
O  0.9332  3.5403  16.109  0  -0.0013  0.0007
O  7.8752  3.2519  15.7201  0.0058  -0.0007  0.0013
O  3.4074  4.6884  10.2155  -0.0032  0.0037  0.006
O  14.2933  4.1742  16.9304  -0.0058  0.004  0.0012

Results
free energy: -131184.696 eV
free energy less fixed offsets of O -568.88, Si -635.61 eV per atom: -0.406 eV

The program warned: the cutoff lies below the one the program advises for these potential files; the forces do not sum to zero within the program's tolerance; the exchange-correlation potential is rough where the density is thin.
